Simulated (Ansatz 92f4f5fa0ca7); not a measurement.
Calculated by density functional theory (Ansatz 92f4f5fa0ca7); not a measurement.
Periodic cell of 226 atoms, Si133O92P1, from a study of silicon, its oxide and their interface. The atomic structure is a simulated model.
Doubt: the cutoff is low for norm-conserving oxygen, so forces and energies are approximate.
Doubt: the program's own warning below bears on the result.

Settings
functional: HSE06
potential files: SPMS norm-conserving
basis: plane waves
wave-function cutoff: 800 eV
density cutoff ratio: 4
exchange-correlation grid ratio: 1
k mesh: 1 x 1 x 1, Gamma-centred
occupations: fixed
spin: none
net charge: +1 e, with a uniform compensating background and no finite-size correction

Cell vectors (angstrom)
a	10.938	0	0
b	0	10.938	0
c	0	0	31.9494

Atoms: element, x, y, z (angstrom)
Si	10.6235	-0.0006	24.4171
Si	5.0742	0.1199	24.6633
Si	2.8176	2.2895	24.5293
Si	8.5678	2.4363	24.5618
Si	10.7055	5.5847	24.3331
Si	5.1543	5.6124	24.4489
Si	2.9869	7.955	24.406
Si	8.4121	7.8288	24.4148
Si	1.2893	1.1275	25.8426
Si	6.8132	1.3267	25.7384
Si	3.9809	4.008	25.7312
Si	9.6874	4.02	25.8543
Si	1.3351	6.7939	25.6682
Si	6.7997	6.7202	25.7538
Si	3.9998	9.464	25.9619
Si	9.4784	9.4386	25.8012
Si	2.6309	-0.1378	27.2929
Si	8.1357	-0.0692	27.1446
Si	0.0759	2.65	27.2143
Si	5.448	2.7179	27.1093
Si	2.6614	5.4137	27.1081
Si	8.1883	5.3657	27.1334
Si	0.0071	8.1497	27.1303
Si	5.5085	8.1372	27.188
Si	4.0835	1.3238	28.4953
Si	9.5408	1.3122	28.508
Si	1.3867	4.0639	28.5674
Si	6.8044	4.0566	28.5227
Si	4.0749	6.771	28.4929
Si	9.5557	6.7765	28.4815
Si	1.2862	9.4751	28.6314
Si	6.8233	9.5354	28.5672
Si	-0.0458	-0.0239	29.9352
Si	5.4477	-0.0145	29.8992
Si	2.7705	2.7102	29.9016
Si	8.1829	2.7009	29.8767
Si	-0.0207	5.4364	29.8918
Si	5.4536	5.4414	29.8908
Si	2.7296	8.1385	29.9148
Si	8.225	8.1717	29.8838
Si	1.3655	1.3724	31.2548
Si	6.8192	1.3671	31.2633
Si	4.1138	4.0774	31.2823
Si	9.5446	4.0796	31.2552
Si	1.3471	6.8044	31.279
Si	6.8272	6.8392	31.2439
Si	4.0823	9.5574	31.2628
Si	9.552	9.5415	31.2961
Si	2.7363	0.0151	0.6797
Si	8.1985	0.0168	0.6706
Si	0.0065	2.7499	0.6824
Si	5.4834	2.7432	0.7201
Si	2.7331	5.4533	0.6778
Si	8.2031	5.4906	0.6676
Si	0.0132	8.2079	0.7206
Si	5.4775	8.2222	0.6837
Si	4.0932	1.3801	2.0768
Si	9.596	1.3591	2.0358
Si	1.3536	4.142	2.064
Si	6.8479	4.1582	2.0554
Si	4.0902	6.8492	2.0264
Si	9.5677	6.8388	2.0768
Si	1.3775	9.6222	2.0704
Si	6.8322	9.6313	2.0434
Si	0.0227	0.0389	3.4717
Si	5.4986	0.0474	3.4605
Si	2.7097	2.7703	3.4113
Si	8.2622	2.7889	3.3447
Si	0.0269	5.5221	3.4799
Si	5.4537	5.5279	3.427
Si	2.7417	8.2265	3.399
Si	8.2389	8.3115	3.3882
Si	1.369	1.4498	4.8414
Si	6.9085	1.4947	4.7345
Si	4.0633	4.1466	4.7648
Si	9.6033	4.0889	4.7824
Si	1.3541	6.9894	4.8478
Si	6.8432	6.9859	4.7139
Si	4.0937	9.5792	4.7829
Si	9.6305	9.5743	4.8479
Si	2.7422	0.0283	6.1514
Si	8.2952	0.1226	6.0757
Si	0.0155	2.7977	6.3089
Si	5.5116	2.8397	6.0935
Si	2.7478	5.598	6.1175
Si	8.2591	5.6078	5.9743
Si	0.0423	8.3069	6.3979
P	5.4963	8.2965	6.1759
Si	4.4057	1.1722	7.3269
Si	9.7961	1.1582	7.6348
Si	1.1926	4.4962	7.5108
Si	6.6504	4.5508	7.2537
Si	4.3158	6.7036	7.5126
Si	9.7379	6.6035	7.5318
Si	1.2649	9.9491	7.7249
Si	6.7182	9.9571	7.3684
O	9.582	1.2375	23.9852
O	4.1013	6.8018	23.95
O	4.0086	1.2346	24.036
O	9.5313	6.6965	23.9038
O	-0.0103	5.536	8.0201
O	5.5179	0.036	7.8542
O	0.0575	0.1004	8.1535
O	5.5676	5.6872	7.8422
O	7.5942	3.9828	8.4528
O	8.7413	6.9982	8.8038
O	2.1745	9.4915	9.0566
O	8.8623	1.6836	8.9164
O	7.5519	9.3447	8.6249
O	3.6332	1.7959	8.6255
O	3.6354	7.3256	8.8741
O	2.1051	4.0011	8.795
O	8.1374	3.4944	23.3673
O	0.4491	4.9296	22.9561
O	1.8946	2.7403	23.2479
O	5.8303	4.9066	23.1218
O	5.5223	9.9782	23.5112
O	2.4465	8.6985	23.0292
O	0.1901	10.064	23.0914
O	7.7806	8.57	23.076
Si	8.6623	7.6978	18.4466
Si	8.7979	6.3759	13.6236
Si	3.8015	1.5477	14.7477
Si	2.1403	5.7509	17.6334
Si	2.4171	3.1426	19.4905
Si	9.8165	9.0532	12.0606
Si	1.3326	9.4223	22.0772
Si	9.1854	0.9777	13.2056
Si	1.4234	5.0657	13.0346
Si	1.796	8.2608	12.8058
Si	6.6446	9.5494	22.4241
Si	4.5347	4.6086	15.721
Si	8.2119	3.0346	9.6038
Si	0.844	8.246	19.2664
Si	6.9493	1.347	21.0904
Si	8.2085	8.2771	9.6834
Si	10.8898	5.215	15.6119
Si	7.58	9.506	16.328
Si	9.9303	2.0563	20.2955
Si	3.2315	8.5579	9.9264
Si	6.6998	3.3447	17.4123
Si	1.167	0.2103	19.8032
Si	3.241	2.8322	12.318
Si	7.2203	5.3919	19.685
Si	5.7485	8.6887	11.5739
Si	5.7896	6.0909	13.2146
Si	4.638	9.7038	17.6213
Si	1.0194	3.5951	22.1712
Si	4.8976	1.4821	18.7991
Si	3.2232	3.0769	9.5329
Si	6.4666	10.8365	13.8093
Si	10.3591	0.1245	15.9782
Si	5.6709	3.6784	11.1696
Si	9.8547	3.9095	11.9112
Si	2.3471	9.9276	15.5448
Si	6.0749	8.1176	19.7981
Si	6.9348	3.9709	22.3734
Si	9.756	2.7847	17.3659
O	7.2079	6.4018	13.9662
O	1.8853	7.059	18.6823
O	10.2769	4.0525	16.5267
O	6.1717	9.9614	17.0539
O	10.1617	0.702	14.4682
O	8.4475	6.1149	18.8581
O	5.1809	0.6998	14.4384
O	5.7175	2.0548	17.519
O	8.3471	1.938	20.5547
O	1.9926	4.2996	18.4031
O	6.9739	2.8182	10.6595
O	4.8761	2.7286	12.2238
O	6.0379	4.3966	16.3515
O	4.5908	3.9252	9.9234
O	10.6867	2.7715	21.557
O	9.7361	6.179	14.9549
O	6.0078	6.4818	19.839
O	4.0834	0.1682	18.2763
O	9.2701	10.5751	12.2652
O	2.8597	4.3762	12.7132
O	1.9096	10.7075	21.2147
O	3.9945	2.7206	19.382
O	0.7359	10.0448	15.9638
O	1.28	9.8027	18.8393
O	1.712	1.6646	19.2727
O	8.9492	10.401	16.5062
O	4.8752	8.5781	18.7861
O	9.5403	8.7991	10.4597
O	6.7534	4.0795	18.8618
O	2.851	1.7279	13.4147
O	5.8224	8.7669	21.2637
O	2.5563	2.4641	10.8862
O	7.6177	4.8509	21.1761
O	5.2034	7.4984	12.573
O	0.4457	9.0737	12.4348
O	7.5942	1.0739	13.5831
O	7.1261	9.6464	14.7513
O	8.9821	5.0486	12.6811
O	8.1035	8.0426	16.9154
O	6.2149	2.5714	21.9045
O	2.4493	9.083	14.0939
O	0.4366	4.5005	11.86
O	0.8186	8.3155	20.9396
O	9.4103	3.8284	10.3458
O	9.6666	2.3992	12.5368
O	7.6206	8.5604	19.3965
O	2.5687	8.1473	11.354
O	3.9818	3.0691	15.379
O	0.8297	4.4944	14.4381
O	10.0502	3.0008	18.9586
O	9.157	7.8161	12.9171
O	10.5133	0.5363	20.075
O	6.0292	5.0723	11.9318
O	8.1565	2.7395	17.0126
O	3.5406	5.4866	16.7344
O	4.6753	9.1708	10.4074
O	1.5275	6.6875	13.1781
O	4.7713	5.4982	14.3524
O	2.0485	3.8511	20.9236
O	10.5625	1.4258	16.9432
O	0.9551	6.0763	16.5529
O	7.3275	10.9496	21.9423
O	5.9307	0.9098	19.9158
O	6.0892	10.0468	12.4157
O	2.8515	0.5496	15.6046
O	7.0351	8.0113	10.7856
O	10.2472	8.0155	18.696
O	3.4544	9.1969	16.5649

Results
free energy: -56470.979 eV
free energy less fixed offsets of O -447.96, P -185.95, Si -113.29 eV per atom: -5.139 eV
gap between the highest filled and lowest empty level on this k mesh: 0.967 eV

The program warned: the cutoff lies below the one the program advises for these potential files; the model core charge is not resolved on the grid; the forces do not sum to zero within the program's tolerance; the exchange-correlation potential is rough where the density is thin.
